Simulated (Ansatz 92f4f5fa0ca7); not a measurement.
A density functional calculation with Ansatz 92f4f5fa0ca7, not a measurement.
Periodic cell of 237 atoms, Si146O90B1, from a study of silicon, its oxide and their interface. The atomic structure is a simulated model.
Doubt: the cutoff is far below the 930 eV that the study's wrapper takes by default for these files, so forces and energies are approximate.
This geometry differs little from another in the collection (a relaxation step or a small displacement).

Settings
functional: PBE
potential files: Ansatz PAW
basis: plane waves
wave-function cutoff: 580 eV
density cutoff ratio: 5
exchange-correlation grid ratio: 1
k mesh: 1 x 1 x 1, Gamma-centred
self-consistency stop: 5e-08 eV per atom in the density residual
occupations: fixed
spin: none
net charge: -1 e, with a uniform compensating background and no finite-size correction

Cell vectors (angstrom)
a 11.6015 0 0
b 0 10.938 0
c 0 0 32.0622

Atoms: element, x, y, z (angstrom)
Si -0.1782 -0.0521 23.2362
Si 3.6599 0.211 23.1023
Si 7.5587 -0.1391 23.4386
Si 1.6913 1.413 23.3863
Si 5.7349 1.3953 23.1745
Si 9.4449 1.2281 23.3453
Si 0.1754 5.3161 23.4487
Si 4.1466 5.2971 23.4031
Si 8.0594 5.5944 23.562
Si 2.1816 6.5778 23.3703
Si 6.0071 6.7569 23.4625
Si 10.0249 6.8685 23.6164
Si 1.9121 2.6755 25.3749
Si 5.8444 2.643 25.2462
Si 9.6505 2.6692 25.263
Si 11.6053 4.0122 25.383
Si 3.9123 3.9705 25.3288
Si 7.7627 4.0712 25.3474
Si 1.9717 8.1585 25.1818
Si 5.7782 8.1743 25.3384
Si 9.7212 8.2744 25.4426
Si 11.6433 9.5843 25.249
Si 3.8643 9.5962 25.0687
Si 7.6951 9.5232 25.4068
Si 11.66 -0.0109 27.2102
Si 3.909 -0.0518 27.1206
Si 7.7684 -0.0242 27.2947
Si 1.9935 1.3193 27.2781
Si 5.8408 1.3199 27.2018
Si 9.705 1.3279 27.2142
Si 11.5952 5.474 27.2376
Si 3.854 5.4251 27.2163
Si 7.7228 5.4627 27.2622
Si 1.9413 6.8277 27.1648
Si 5.768 6.8031 27.2573
Si 9.6618 6.826 27.2994
Si 1.9505 2.7247 29.186
Si 5.8029 2.7238 29.126
Si 9.684 2.7283 29.1444
Si 0.0169 4.0994 29.1646
Si 3.8716 4.0961 29.1745
Si 7.7396 4.0928 29.1863
Si 1.9474 8.1862 29.1183
Si 5.8022 8.1814 29.1813
Si 9.6784 8.1912 29.2263
Si 0.014 9.5559 29.1511
Si 3.8803 9.5584 29.1106
Si 7.7412 9.545 29.2133
Si 0.0049 0.0006 31.0937
Si 3.8654 0.0054 31.0679
Si 7.733 0.0077 31.1191
Si 1.9336 1.3722 31.1211
Si 5.7999 1.3722 31.0676
Si 9.6708 1.3667 31.0916
Si 0.0152 5.4679 31.1016
Si 3.8755 5.4752 31.1086
Si 7.7448 5.4657 31.1316
Si 1.9443 6.8432 31.0736
Si 5.8093 6.8345 31.1212
Si 9.6828 6.8291 31.1567
Si 1.9345 2.7493 0.9966
Si 5.7988 2.7464 0.9365
Si 9.6683 2.7349 0.9739
Si -0.009 4.1094 0.9729
Si 3.8691 4.1165 0.988
Si 7.7407 4.112 1.0121
Si 1.9333 8.2211 0.9462
Si 5.7975 8.2312 0.9744
Si 9.6697 8.2246 1.0203
Si -0.0003 9.5964 0.9893
Si 3.862 9.5984 0.972
Si 7.738 9.5865 0.9959
Si 11.6104 0.0369 2.9338
Si 3.8578 0.021 2.9405
Si 7.7417 0.0262 2.9193
Si 1.9368 1.4046 2.9418
Si 5.8111 1.3718 2.8492
Si 9.6614 1.3937 2.9301
Si 11.5678 5.5078 2.8829
Si 3.8777 5.4971 2.924
Si 7.7342 5.5219 2.9395
Si 1.9174 6.8266 2.8567
Si 5.8063 6.8689 2.8995
Si 9.6607 6.9062 2.9894
Si 1.9082 2.8333 4.8396
Si 5.8314 2.7365 4.7569
Si 9.5887 2.821 4.8319
Si 11.5418 4.1465 4.8007
Si 3.9113 4.1105 4.8495
Si 7.7066 4.2262 4.9147
Si 1.8919 8.1382 4.8033
Si 5.81 8.2551 4.81
Si 9.664 8.3186 4.9369
Si 11.6389 9.6459 4.8948
Si 3.8193 9.4856 4.8266
Si 7.7216 9.6761 4.905
Si 11.5791 0.2359 6.7705
Si 3.7546 -0.0492 6.7019
Si 7.7059 0.0616 6.9236
Si 2.0419 1.4994 6.7771
Si 5.7078 1.2856 6.6327
Si 9.6363 1.5267 6.8086
Si 11.5297 5.4914 6.7397
Si 3.9779 5.445 6.8279
Si 7.74 5.6767 6.887
Si 1.9706 6.6591 6.6792
Si 5.8154 6.9847 6.7849
Si 9.7616 7.0386 6.9507
O 10.0083 7.9657 8.3308
O 7.6524 9.9487 8.2345
O 7.4153 4.7568 8.2316
O 3.3935 10.4143 8.2719
O 2.0219 7.6517 7.991
O 4.0017 4.5924 8.2762
O 9.7799 2.4333 8.1994
O 2.6072 2.3616 8.1143
O 11.3832 4.5448 8.0889
O 5.3556 2.3979 7.8079
O 5.8119 8.0105 8.1022
O 11.1767 10.3575 8.1386
O 11.342 10.0513 21.7864
O 3.1818 10.7158 21.5419
O 5.9091 7.676 22.0809
O 4.2297 4.4457 21.9591
O 7.6936 9.6847 22.1854
O 10.2959 7.6879 22.2045
O 1.6431 2.4431 22.082
O 5.9349 2.429 21.8701
O 8.463 4.7432 22.1965
O -0.0655 4.4566 22.0307
O 2.4086 7.3438 21.9265
O 9.078 1.9272 21.886
Si 1.9004 7.8424 9.5944
Si 5.0543 0.5042 17.6906
Si 2.4587 5.4519 13.9874
Si 10.5591 3.9081 14.0493
Si 8.2813 2.4411 15.2845
Si 9.5196 2.2513 20.3481
Si 10.5237 3.5965 9.0975
Si -0.0024 2.2666 11.5926
B 11.0147 8.0773 15.2756
Si 5.1367 6.925 13.9596
Si 5.7035 2.6215 11.172
Si 8.5994 7.731 19.3175
Si 8.1217 4.8824 20.6094
Si 5.8681 9.5589 15.2169
Si 2.1438 7.583 20.3354
Si 1.9024 4.9115 18.6997
Si 4.4877 3.4304 17.998
Si 8.6454 8.8947 16.6463
Si 0.7634 9.3763 13.3998
Si 9.8857 10.6325 11.7683
Si 5.3465 3.7057 21.0074
Si 0.5118 5.7234 16.1734
Si 10.7538 9.1799 9.1744
Si 6.5995 8.8991 21.2502
Si 7.1894 7.1415 11.5458
Si 2.6147 0.6531 12.3216
Si 10.9097 8.6495 21.0401
Si 6.0147 4.3317 15.6254
Si 7.074 0.4893 13.0303
Si 4.0552 2.9807 8.6103
Si 0.8389 6.7232 11.8492
Si 6.5771 9.058 9.1145
Si 0.654 3.2985 21.1076
Si 9.8663 6.5465 12.9137
Si 7.7369 4.5298 9.8205
Si 3.9612 10.0665 20.2424
Si 4.1914 3.0162 13.5965
Si 3.863 10.0285 9.805
Si 8.1361 0.7193 17.9901
O 11.4583 3.2253 12.8795
O 9.3553 4.3866 9.9212
O 8.8444 3.6472 19.8564
O 4.0411 -0.0507 18.854
O 11.3861 4.5699 15.2691
O 9.8157 9.7814 10.3547
O 3.688 1.5125 13.2158
O 0.5603 8.9369 14.9249
O 6.5392 0.6937 18.3601
O 4.7342 3.1883 19.6041
O 6.2289 1.2086 11.8138
O 0.5717 8.7548 9.833
O 5.62 4.3355 17.2273
O 8.4947 7.2921 12.473
O 4.3931 2.5947 10.1565
O 2.0149 5.858 15.495
O 3.3762 0.0371 11.0099
O 5.9208 7.2372 12.5553
O 2.4071 6.3035 19.3886
O 0.6547 5.1266 17.7036
O 8.3755 10.6771 12.3901
O 5.4859 10.0798 9.7489
O 0.6007 8.074 20.2391
O 9.7703 2.6588 14.7226
O 1.9711 10.4883 13.3071
O 9.8986 8.9115 15.6854
O 6.1193 10.3584 13.8084
O 7.4867 1.5767 14.1642
O 1.5453 3.9322 19.9404
O 5.8467 5.7866 14.9107
O 7.2534 8.9544 15.7936
O 1.449 1.5701 11.673
O 7.2303 8.2823 10.3727
O 4.4252 1.9559 17.3089
O 6.98 3.1937 10.3386
O 11.3684 7.1261 16.3287
O 8.6744 10.1924 17.6359
O 3.2823 8.5356 10.0931
O 7.571 3.8947 15.4879
O 3.0878 4.2206 17.8398
O 2.864 3.8845 13.8692
O 1.2917 8.1772 12.4091
O 1.2596 5.5836 12.9101
O 4.9288 8.2855 14.8328
O 11.147 2.3454 20.385
O 10.9759 9.9928 12.7627
O 5.1657 3.5748 12.3867
O 5.1022 3.1571 14.936
O 6.4919 4.7884 20.5637
O 8.3577 1.7211 16.7358
O 10.342 1.2327 11.4613
O 10.8415 6.5541 11.5724
O 3.2335 8.6784 19.8524
O 1.6537 6.4711 10.4324
O 7.1909 8.3514 19.859
O 8.5738 7.6244 17.7065
O 3.6842 6.3909 13.5018
O 9.5484 4.99 13.3455
O 5.4634 9.9691 20.8551
O 10.6395 7.3177 14.0521
O 8.7122 6.2341 19.9576
O 7.1775 5.7294 10.7392
O 5.1341 10.4937 16.36
O 8.998 1.1357 19.3119
O 11.606 3.0699 10.1691
O 9.7672 8.725 19.8949

Results
free energy: -144145.715 eV
free energy less fixed offsets of B -154.04, O -568.88, Si -635.61 eV per atom: 6.585 eV

Forces (eV/angstrom), in the order of the atoms: element, x, y, z
Si -0.0001 -0.0011 -0.0012
Si 0.0011 -0.0007 -0.0045
Si 0.0012 -0.0047 -0.0057
Si -0.0048 0.003 -0.0003
Si -0.0007 0.0021 0.0029
Si -0.003 0.0001 -0.0029
Si -0.0012 -0.0024 -0.0076
Si 0.0032 -0.0011 -0.0051
Si 0.0009 0.0003 -0.0041
Si -0.0005 0.0029 0.0003
Si -0.0038 0.0033 -0.0026
Si -0.0003 0.0061 -0.0117
Si 0.0009 0.0002 0.0011
Si -0.0015 0.0024 0.0032
Si 0.0005 0.0013 0.0022
Si -0.0016 0.0006 0.0007
Si -0.0018 0.0007 0.0001
Si -0.0023 0.0011 0.0017
Si 0.0012 -0.0001 0.0015
Si 0.0018 -0.0001 0.0013
Si 0.0016 -0.0012 0.0005
Si 0.0008 -0.0001 0.0028
Si 0.0006 -0.0003 -0.0025
Si 0 0.0014 -0.0001
Si -0.0005 0.0009 -0.0012
Si 0.001 0.0013 -0.0026
Si 0.0013 -0.0003 0.0017
Si -0.0012 -0.0007 0.0011
Si -0.0013 -0.0009 -0.0014
Si -0.0004 0.0008 -0.0009
Si -0.0008 -0.0008 -0.0001
Si 0.0001 -0.0013 0.0002
Si -0.0001 -0.0026 -0.0004
Si -0.0003 0.0009 0.0001
Si 0.0009 0.0009 0.0001
Si 0.0005 0.0013 -0.0003
Si -0.0022 -0.0006 -0.0011
Si -0.0002 0.0002 0.0016
Si -0.0014 -0.0007 0.0018
Si 0.0011 0.0003 -0.0004
Si 0.001 0.0013 -0.0005
Si 0.001 0.0014 -0.0009
Si 0 -0.0008 0.0016
Si 0.0018 -0.0003 -0.0025
Si 0.0012 -0.0006 -0.0029
Si -0.0001 0.0019 0.0012
Si -0.002 0.0022 0.0037
Si -0.0021 0.0012 -0.0013
Si 0.0001 -0.0023 -0.0005
Si 0 -0.0027 -0.0002
Si 0.0007 -0.0011 0.001
Si 0.0009 0.0019 0.0007
Si -0.0003 0.0013 -0.0002
Si 0.0006 0.0025 0
Si -0.0002 0 -0.0003
Si -0.0008 -0.0017 0.0003
Si 0.0001 -0.0009 -0.0001
Si -0.0006 0.002 0.0008
Si -0.0004 0.0012 0.0011
Si -0.0004 0.0018 0.0004
Si -0.0008 -0.001 -0.0015
Si 0.0012 0.0003 0.0018
Si -0.0002 -0.0004 0.0002
Si 0.0026 0.0004 0.0016
Si -0.0003 0.0013 -0.0007
Si -0.001 0.0006 -0.0007
Si -0.0002 -0.0018 0.0007
Si -0.0001 -0.0013 -0.0003
Si 0.0006 -0.0019 -0.0022
Si 0.0001 0.0001 -0.0002
Si 0.0003 0 0.0003
Si -0.0001 0.0004 0.0013
Si -0.0002 -0.0005 0.0002
Si 0.0003 -0.0007 0.0005
Si -0.0003 -0.0002 0.0005
Si 0.0011 -0.0003 0.0003
Si 0.0001 0.001 0.0017
Si -0.0007 -0.0001 0.0014
Si -0.0001 -0.0012 -0.0005
Si 0.0003 -0.0022 0.0006
Si -0.0002 -0.0006 0.0002
Si 0.0008 0.0016 0
Si -0.0006 0.0018 -0.001
Si 0.0008 0.0005 0.0002
Si -0.0002 -0.0016 -0.0003
Si -0.0005 0.0005 -0.0011
Si -0.001 -0.0002 -0.0008
Si -0.0006 -0.0001 0
Si 0 0.0014 -0.0002
Si -0.0002 -0.0025 -0.001
Si -0.0009 0.001 0.0005
Si -0.0001 -0.0001 0
Si -0.0002 -0.0006 0.0015
Si 0 -0.0009 -0.0002
Si 0 0.0009 -0.0031
Si 0.0001 0.0014 0.0011
Si -0.001 -0.0136 0.015
Si -0.0013 -0.0061 0.0059
Si 0.0005 -0.0082 0.0032
Si 0.0011 0.0057 0.0034
Si 0 0.0044 0.0034
Si 0.0018 0.004 0.0038
Si -0.0001 0.0024 0.004
Si -0.0024 -0.0005 0.0027
Si 0.0012 -0.0014 -0.0069
Si 0.0023 0.0057 0.0061
Si 0.0021 0.0021 0.0023
Si 0.0008 0.0038 0.0028
O 0.0036 0.0036 0.0107
O 0.0008 0.005 0.0063
O -0.0009 -0.0043 0.0114
O 0.0016 -0.0002 0.0074
O 0.0005 -0.0074 0.0092
O -0.0002 0.0026 0.0077
O -0.0014 -0.0054 0.0066
O -0.0035 -0.0039 0.0036
O 0.0019 0.0022 0.0093
O 0.0042 -0.006 0.006
O -0.0007 -0.0015 0.0099
O -0.001 -0.0029 0.0042
O -0.0015 -0.0007 -0.0074
O -0.001 0.0015 -0.0062
O 0.0028 0.0017 -0.0066
O -0.001 0.0028 -0.0044
O -0.0021 0.0043 -0.0045
O 0.0009 -0.0038 -0.003
O -0.0013 -0.0012 -0.0088
O -0.0004 -0.0017 -0.0055
O -0.0001 0.007 -0.0048
O 0.001 0.0058 -0.0053
O 0.0008 0.0025 -0.0086
O 0.0014 -0.0011 -0.0075
Si 0.0001 -0.0027 -0.0315
Si 0.0165 -0.0062 0.0154
Si -0.0151 -0.0016 0.0028
Si 0.0054 0.017 0.003
Si -0.0047 -0.0053 0.0206
Si -0.001 0.0015 0.0268
Si 0.0019 0.0025 -0.0254
Si 0.0002 -0.0097 -0.0176
B -0.0057 0.003 0.001
Si -0.0016 -0.0022 -0.0083
Si -0.0044 -0.0026 -0.0229
Si -0.0091 0.0059 0.0182
Si 0.001 0.0049 0.0194
Si 0.0175 0.0001 0.0167
Si -0.0065 -0.0014 0.0268
Si -0.0109 -0.0002 0.0232
Si -0.0055 0.0059 0.0259
Si 0.0499 0.048 -0.0262
Si -0.0049 0.0054 -0.0179
Si 0.0056 -0.0057 -0.0094
Si 0.0008 -0.0011 0.0177
Si 0.001 0.0057 0.0037
Si 0.0164 0.0025 -0.0266
Si -0.0021 -0.0007 0.0118
Si 0.0054 0.0014 -0.0153
Si -0.0031 -0.0055 -0.0163
Si -0.0008 -0.0048 0.0188
Si 0.0032 -0.0007 0.0091
Si 0.0033 -0.002 -0.0073
Si 0.0006 0.0003 -0.0177
Si 0.0015 -0.0138 -0.0057
Si -0.0002 -0.0009 -0.0237
Si 0.0062 0.0013 0.0186
Si 0.0089 0.0191 0.0154
Si -0.0006 0.0027 -0.0282
Si 0.0043 -0.0014 0.0305
Si -0.0056 0.0022 -0.0073
Si -0.0027 -0.0008 -0.025
Si 0.006 -0.0526 -0.0082
O -0.0006 -0.0005 0.0145
O -0.0026 -0.0002 0.0104
O 0.0015 -0.0038 -0.0119
O 0.004 0.0052 -0.0241
O 0.0001 -0.0062 -0.0001
O 0.0051 -0.0035 0.0036
O 0.0015 0.0031 0.0054
O -0.0154 -0.0067 0.0079
O 0.0277 -0.0082 -0.0449
O 0.0005 0.0013 -0.014
O 0.0012 0.0003 0.0099
O -0.0164 0.0038 0.0008
O 0.0046 0.0017 -0.0144
O 0.0143 -0.0074 0.0062
O 0.0005 0.0009 0.0096
O -0.0029 -0.0057 -0.0103
O -0.0007 0.001 0.0101
O -0.005 -0.0012 0.0092
O -0.0025 0.0029 -0.0112
O 0.0021 -0.0002 -0.0061
O -0.0029 0.0028 0.0051
O 0.0002 -0.0008 0.0119
O 0.0018 0.0023 -0.0066
O -0.0058 -0.007 -0.001
O 0.002 0.0011 -0.0016
O -0.0808 -0.0339 0.044
O 0.001 0.002 0.0045
O 0.0044 0.005 0.0122
O -0.0016 -0.0005 -0.0088
O -0.0008 -0.0005 0.0003
O 0.0432 0.0167 0.0296
O 0.0042 -0.0017 0.0054
O 0 0.0013 0.0062
O 0.0072 -0.0157 -0.0068
O 0.0015 -0.0023 0.0095
O -0.0134 0.0107 -0.0201
O -0.032 0.035 -0.0483
O -0.0029 0.0006 0.0089
O -0.0015 -0.0151 -0.0061
O 0.0073 -0.0034 -0.0051
O -0.0012 0.0064 0.0012
O 0.0033 0.0078 0.0039
O 0.0095 0.0034 0.0019
O -0.0027 0.0004 -0.0016
O -0.0018 0.0029 -0.0107
O 0.002 0.0013 0.0014
O 0.0019 -0.0013 0.0047
O 0.0012 -0.0009 0.0043
O 0.0011 0.0014 -0.0066
O -0.0194 -0.0211 0.0138
O 0.0002 0.0014 0.0085
O -0.0035 0.0006 0.0107
O -0.0064 -0.0017 -0.0131
O -0.0005 0.0109 0.007
O 0.0003 0.0009 0.0011
O 0.0071 0.0117 -0.0131
O 0.0038 0.0014 0.0032
O -0.0046 -0.0106 -0.0005
O 0.0044 -0.008 -0.0069
O -0.0096 0.0088 0.0235
O 0.0001 -0.0057 -0.0059
O -0.003 -0.0037 0.0051
O -0.0048 0.0127 0.0072
O -0.0111 -0.0113 -0.0358
O -0.0007 0.0012 0.005
O 0.0075 0.0008 -0.0052

The program warned: the cutoff lies below the one the program advises for these potential files; the exchange-correlation potential is rough where the density is thin.
